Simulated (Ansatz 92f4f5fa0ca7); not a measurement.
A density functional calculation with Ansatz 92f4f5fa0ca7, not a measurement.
Periodic cell of 226 atoms, Si134O92, from a study of silicon, its oxide and their interface. The atomic structure is a simulated model.
Doubt: the cutoff is far below the 930 eV that the study's wrapper takes by default for these files, so forces and energies are approximate.

Settings
functional: PBE
potential files: Ansatz PAW
basis: plane waves
wave-function cutoff: 580 eV
density cutoff ratio: 5
exchange-correlation grid ratio: 1
k mesh: 1 x 1 x 1, Gamma-centred
self-consistency stop: 5e-08 eV per atom in the density residual
occupations: fixed
spin: none
net charge: 0

Cell vectors (angstrom)
a, 10.938, 0, 0
b, 0, 10.938, 0
c, 0, 0, 32.181

Atoms: element, x, y, z (angstrom)
Si, 0.2454, 10.6855, 24.6769
Si, 5.746, 10.7434, 24.653
Si, 2.5221, 3.1431, 24.7253
Si, 7.8934, 3.0213, 24.7777
Si, 0.2012, 5.3034, 24.5974
Si, 5.6824, 5.2577, 24.7109
Si, 2.4121, 8.4186, 24.6652
Si, 7.9907, 8.5159, 24.5913
Si, 1.3978, 1.4012, 25.9582
Si, 6.806, 1.3824, 26.0763
Si, 4.0856, 4.1962, 26.1166
Si, 9.5646, 4.1536, 26.007
Si, 1.292, 6.8695, 26.0416
Si, 6.8703, 6.8777, 25.9713
Si, 4.0988, 9.5697, 25.9374
Si, 9.561, 9.5976, 26.0212
Si, 2.7629, 0.0254, 27.3538
Si, 8.2139, 0.0284, 27.4009
Si, -0.0184, 2.7236, 27.3641
Si, 5.4235, 2.7372, 27.4164
Si, 2.7025, 5.5438, 27.4201
Si, 8.2215, 5.5204, 27.381
Si, -0.0579, 8.2095, 27.4
Si, 5.4462, 8.1958, 27.3556
Si, 4.1018, 1.3673, 28.7627
Si, 9.5708, 1.3673, 28.7627
Si, 1.3673, 4.1018, 28.7627
Si, 6.8362, 4.1018, 28.7627
Si, 4.1018, 6.8362, 28.7627
Si, 9.5708, 6.8362, 28.7627
Si, 1.3673, 9.5708, 28.7627
Si, 6.8362, 9.5708, 28.7627
Si, 0, 0, 30.13
Si, 5.469, 0, 30.13
Si, 2.7345, 2.7345, 30.13
Si, 8.2035, 2.7345, 30.13
Si, 0, 5.469, 30.13
Si, 5.469, 5.469, 30.13
Si, 2.7345, 8.2035, 30.13
Si, 8.2035, 8.2035, 30.13
Si, 1.3673, 1.3673, 31.4972
Si, 6.8362, 1.3673, 31.4972
Si, 4.1018, 4.1018, 31.4972
Si, 9.5708, 4.1018, 31.4972
Si, 1.3673, 6.8362, 31.4972
Si, 6.8362, 6.8362, 31.4972
Si, 4.1018, 9.5708, 31.4972
Si, 9.5708, 9.5708, 31.4972
Si, 2.7345, 0, 0.6835
Si, 8.2035, 0, 0.6835
Si, 0, 2.7345, 0.6835
Si, 5.469, 2.7345, 0.6835
Si, 2.7345, 5.469, 0.6835
Si, 8.2035, 5.469, 0.6835
Si, 0, 8.2035, 0.6835
Si, 5.469, 8.2035, 0.6835
Si, 4.1018, 1.3673, 2.0507
Si, 9.5708, 1.3673, 2.0507
Si, 1.3673, 4.1018, 2.0507
Si, 6.8362, 4.1018, 2.0507
Si, 4.1018, 6.8362, 2.0507
Si, 9.5708, 6.8362, 2.0507
Si, 1.3673, 9.5708, 2.0507
Si, 6.8362, 9.5708, 2.0507
Si, 0, 0, 3.418
Si, 5.469, 0, 3.418
Si, 2.7345, 2.7345, 3.418
Si, 8.2035, 2.7345, 3.418
Si, 0, 5.469, 3.418
Si, 5.469, 5.469, 3.418
Si, 2.7345, 8.2035, 3.418
Si, 8.2035, 8.2035, 3.418
Si, 1.4274, 1.2938, 4.7045
Si, 6.8459, 1.3356, 4.8441
Si, 4.0849, 4.109, 4.7635
Si, 9.5925, 4.0734, 4.8285
Si, 1.3636, 6.8265, 4.8389
Si, 6.9182, 6.7686, 4.7373
Si, 4.1394, 9.534, 4.8238
Si, 9.5761, 9.5351, 4.7684
Si, 2.7031, -0.051, 6.1577
Si, 8.2216, -0.1156, 6.2081
Si, 0.0916, 2.6198, 6.0328
Si, 5.4095, 2.7421, 6.1532
Si, 2.7333, 5.437, 6.2016
Si, 8.2373, 5.4609, 6.2333
Si, -0.0489, 8.1807, 6.2037
Si, 5.5697, 8.0856, 6.0744
Si, 3.7981, 1.5687, 7.4735
Si, 9.9166, 1.0586, 7.3886
Si, 1.5887, 3.7454, 7.4489
Si, 6.5357, 4.3676, 7.4755
Si, 4.3928, 6.6062, 7.4613
Si, 9.4089, 7.0043, 7.6833
Si, 1.1031, 9.7598, 7.5402
Si, 7.1019, 9.1288, 7.5454
O, 5.4358, 5.4678, 8.1101
O, 0.0403, -0.0166, 8.1251
O, 2.7205, 2.6949, 8.096
O, 8.2436, 8.0914, 8.2143
O, 1.3311, 9.5594, 24.069
O, 6.7609, 4.0952, 24.1369
O, 6.8508, 9.6274, 24.0489
O, 1.3725, 4.2051, 24.0938
O, 6.1439, 9.6286, 8.8063
O, 0.7129, 4.2849, 8.7208
O, 1.6615, 8.9916, 8.8943
O, 7.2189, 3.7136, 8.8274
O, 10.1737, 6.4255, 9.0585
O, 4.3358, 0.7579, 8.8083
O, 3.8518, 7.5101, 8.7202
O, 9.2987, 2.0044, 8.5921
O, 5.1647, 0.5915, 23.3233
O, 8.5905, 2.2775, 23.4975
O, 10.48, 5.9681, 23.217
O, 4.9695, 5.9345, 23.391
O, 8.7289, 7.9511, 23.2191
O, 3.4971, 2.7004, 23.4729
O, 2.8728, 7.5587, 23.3402
O, 10.4469, 0.3417, 23.33
Si, 5.5087, 8.0321, 14.0115
Si, 4.4124, 10.0948, 11.8301
Si, 8.4199, 8.5058, 17.3568
Si, 3.4614, 6.5993, 17.8387
Si, 7.2091, 4.0387, 13.9915
Si, 0.1622, 3.974, 15.8237
Si, 7.3927, 5.8294, 20.2262
Si, 4.2612, 1.657, 22.494
Si, 1.9966, 6.1882, 11.9149
Si, 2.565, 0.8295, 20.2105
Si, 5.1778, 0.0225, 18.9404
Si, 7.8685, 2.3013, 9.3134
Si, 9.1291, 3.2462, 11.6427
Si, 10.8259, 5.1245, 9.8348
Si, 0.2725, 6.8181, 14.4334
Si, 5.2296, 8.0426, 19.984
Si, 9.5026, 1.3751, 22.5128
Si, 2.8943, 8.3384, 9.734
Si, 7.9672, 1.0836, 20.1166
Si, 4.3641, 3.7902, 18.1682
Si, 6.1694, 3.2592, 20.3988
Si, 10.5272, 1.6385, 13.6743
Si, 2.4301, 0.2302, 14.0416
Si, 9.672, 4.7388, 18.4953
Si, 2.1147, 8.6324, 15.9466
Si, 0.3255, 3.018, 20.4346
Si, 8.242, 6.8085, 14.7768
Si, 1.1668, 9.9604, 18.4202
Si, 10.2945, 7.5722, 19.4436
Si, 8.0616, 1.2532, 15.2166
Si, 2.4643, 5.0536, 20.1355
Si, 2.9974, 2.9364, 15.7096
Si, 6.0451, 9.9642, 16.2992
Si, 4.2946, 5.0935, 13.672
Si, 9.5284, 6.8968, 22.2653
Si, 3.924, 6.7224, 22.4272
Si, 5.6964, 0.126, 9.4598
Si, 9.6393, 0.3434, 17.5844
O, 8.5059, 0.4883, 21.5445
O, 1.8883, 10.3428, 19.8215
O, 10.4802, 2.3996, 21.7059
O, 8.8402, 8.0515, 18.86
O, 4.3993, 5.2942, 17.4938
O, 4.6755, 6.6271, 14.1445
O, 8.0447, 2.2679, 10.9278
O, 1.4304, 1.9463, 19.917
O, 5.7121, 4.308, 13.3613
O, 10.1773, 3.4022, 19.2853
O, 3.9013, 0.9775, 19.2792
O, 7.1203, 7.7278, 14.0164
O, 3.6321, 9.5363, 10.5228
O, 0.5261, 5.3567, 15.0744
O, 8.3404, 4.0208, 12.8263
O, 4.6787, 7.7894, 21.4832
O, 9.6044, 4.2941, 10.5046
O, 6.5948, 0.6651, 19.3846
O, 2.9699, 7.2919, 16.4345
O, 3.067, 0.8282, 21.7501
O, 0.6617, 8.0123, 15.4902
O, 7.2626, 2.6356, 14.8392
O, 3.4137, 11.0276, 12.7336
O, 5.1982, 2.4729, 21.4385
O, 0.8749, 0.6265, 13.6485
O, 4.3381, 7.6448, 18.6929
O, 2.5127, 9.6797, 14.7369
O, 0.8827, 5.3379, 11.1063
O, 9.1334, 0.8371, 14.0379
O, 9.1366, 0.6503, 19.0895
O, 8.6079, 7.2978, 16.2943
O, 5.0733, 8.8533, 12.6708
O, 5.1975, 9.0164, 15.2847
O, 0.4059, 8.5839, 18.7697
O, 2.9623, 1.4967, 14.936
O, 2.2754, 6.119, 18.8882
O, 5.0789, 10.7712, 17.3242
O, 10.5998, 2.8643, 14.7497
O, 8.9505, 1.4411, 16.5963
O, 6.8758, 1.1006, 8.9348
O, 3.3499, 3.8532, 19.4573
O, 3.4863, 4.1663, 14.7456
O, 6.6339, 7.2236, 19.8692
O, 2.2145, 9.5864, 17.2565
O, 1.2967, 6.9415, 13.179
O, 9.9478, 4.3375, 16.9311
O, 9.6495, 6.9276, 13.9495
O, 2.4471, 7.3406, 10.9016
O, 3.1833, 5.6894, 21.4297
O, 6.9664, 10.9957, 15.4277
O, 1.565, 3.3633, 16.404
O, 10.3793, 2.3455, 12.2037
O, 8.4634, 5.9772, 21.4416
O, 6.8703, 8.9746, 17.308
O, 10.5456, 6.057, 18.8992
O, 5.7451, 3.2356, 18.8111
O, 8.1222, 5.1385, 18.9042
O, 5.228, 9.6493, 19.8833
O, 7.6464, 5.2965, 14.9356
O, 10.3722, 7.6638, 21.0771
O, 3.2783, 5.2657, 12.3836
O, 4.0198, 2.7616, 16.9613
O, 0.322, 11.217, 17.774
O, 9.2927, 9.8157, 16.9552
O, 5.5815, 0.0631, 11.1047
O, 7.6966, 2.6659, 20.4487
O, 1.106, 4.4128, 20.7536
O, 6.2299, 4.8345, 20.7988

Results
free energy: -137509.892 eV
free energy less fixed offsets of O -568.88, Si -635.61 eV per atom: -1.192 eV

Forces (eV/angstrom), in the order of the atoms: element, x, y, z
Si, 0.114, -0.0246, -0.2512
Si, 0.0586, -0.1424, -0.2016
Si, -0.1253, 0.058, -0.1275
Si, -0.0645, 0.1027, -0.2762
Si, 0.0065, -0.097, -0.1898
Si, 0.1069, -0.114, -0.204
Si, -0.1182, 0.1624, -0.1527
Si, -0.0996, 0.0471, -0.1272
Si, -0.0406, 0.0524, -0.1819
Si, -0.0009, -0.0058, -0.1395
Si, 0.0381, -0.0102, -0.147
Si, 0.0573, -0.0216, -0.1986
Si, 0.0689, -0.0653, -0.2322
Si, 0.0051, 0.0577, -0.2317
Si, -0.0047, -0.0172, -0.1629
Si, -0.0199, 0.0319, -0.1743
Si, -0.0469, -0.0431, -0.003
Si, -0.0115, 0.0171, 0.0936
Si, 0.029, 0.0249, -0.0353
Si, -0.0566, 0.0219, 0.0931
Si, -0.0329, 0.0271, 0.1158
Si, -0.0787, -0.0459, 0.0585
Si, -0.0266, 0.037, 0.171
Si, 0.0358, 0.0158, 0.0048
Si, -0.119, -0.0779, 0.2233
Si, 0.0856, 0.0991, 0.1063
Si, -0.1195, -0.0238, -0.2153
Si, 0.071, 0.129, -0.2574
Si, 0.0212, 0.2814, 0.1723
Si, -0.084, 0.0809, 0.343
Si, 0.0266, 0.1094, -0.3823
Si, -0.0964, -0.0373, -0.2902
Si, 0.0318, 0.0498, -0.0253
Si, -0.0003, -0.001, -0.0235
Si, -0.0081, -0.0565, -0.0257
Si, 0.0618, 0, -0.0273
Si, -0.0187, -0.0363, -0.0104
Si, 0.0008, 0.0026, -0.0308
Si, 0.1163, 0.0162, -0.0085
Si, 0.014, -0.0601, -0.0062
Si, -0.0145, 0.0178, -0.0034
Si, -0.0241, 0.0117, -0.0376
Si, 0, -0.0088, -0.0168
Si, -0.0256, 0.0113, -0.0212
Si, -0.0184, 0.0179, -0.0381
Si, -0.0161, 0.0248, -0.008
Si, -0.0376, 0.0252, -0.0166
Si, -0.0178, 0.0081, -0.0135
Si, 0.0463, -0.0049, 0.0335
Si, 0.0066, 0.0293, 0.019
Si, -0.0173, 0.0003, 0.0121
Si, 0.0647, -0.0778, -0.0001
Si, 0.0181, -0.0046, 0.0245
Si, 0.0472, -0.0259, 0.0292
Si, 0.0599, -0.0818, 0.005
Si, -0.0268, 0.0034, 0.0107
Si, 0.0054, 0.1172, -0.0055
Si, -0.0036, -0.0169, 0.034
Si, -0.0262, -0.0544, 0.0271
Si, -0.1315, -0.028, -0.0023
Si, 0.0239, 0.0226, 0.0384
Si, -0.0339, 0.0797, -0.0189
Si, -0.0966, 0.0124, -0.0159
Si, -0.0072, -0.0295, 0.0247
Si, -0.1098, -0.3184, -0.3526
Si, 0.028, -0.0229, 0.3057
Si, 0.1854, -0.0255, -0.4078
Si, -0.0442, -0.1114, 0.4056
Si, -0.0203, -0.0184, 0.3343
Si, 0.1109, -0.1846, -0.2119
Si, 0.0013, -0.0833, 0.3738
Si, 0.1616, -0.0952, -0.4016
Si, 0.0709, -0.029, -0.0905
Si, 0.0352, 0.0449, 0.0255
Si, -0.0228, 0.0242, 0.0476
Si, -0.0116, 0.019, -0.1056
Si, 0.0068, 0.0351, -0.0369
Si, 0.082, -0.0624, -0.0429
Si, 0.0184, 0.0045, -0.0887
Si, -0.0207, 0.0409, 0.0668
Si, 0.0366, -0.0241, 0.1869
Si, -0.0784, 0.0237, 0.2782
Si, -0.0844, 0.0255, 0.1766
Si, 0.1042, -0.1007, 0.2343
Si, 0.0403, -0.0445, 0.2292
Si, 0.0036, -0.0242, 0.1641
Si, 0.0342, -0.0031, 0.1866
Si, -0.0375, 0.0913, 0.2019
Si, -0.143, 0.1211, 0.2202
Si, -0.0219, -0.0349, 0.2061
Si, 0.1431, -0.0564, 0.0918
Si, -0.1482, 0.0874, 0.21
Si, 0.0174, -0.1331, 0.0377
Si, -0.0962, 0.1137, 0.0232
Si, -0.1485, 0.0901, 0.0994
Si, 0.0145, 0.0718, -0.0021
O, 0.079, -0.0012, -0.5764
O, -0.0415, -0.0094, -0.6103
O, 0.0065, -0.0339, -0.5823
O, -0.0384, 0.0381, -0.424
O, 0.0413, -0.0317, 0.6699
O, 0.0375, 0.0143, 0.6103
O, 0.0488, 0.0023, 0.5908
O, 0.0542, -0.091, 0.5075
O, 0.008, -0.0015, 0.0526
O, -0.0078, 0.0874, 0.076
O, 0.0306, -0.0093, -0.1121
O, 0.0804, -0.0739, -0.0577
O, -0.0434, 0.0132, -0.1436
O, 0.0783, -0.0716, -0.0244
O, -0.0427, -0.0098, -0.0098
O, -0.0588, 0.0147, 0.0125
O, 0.0039, -0.0091, 0.0824
O, -0.0281, -0.0117, 0.0346
O, 0.1199, -0.0651, 0.1967
O, 0.0201, -0.0263, 0.0796
O, -0.0531, 0.0622, 0.1339
O, -0.0574, 0.0429, 0.0059
O, 0.0025, -0.0055, 0.0793
O, -0.032, -0.0077, 0.1038
Si, -0.0459, 0.0086, 0.0025
Si, 0.0463, 0.0298, 0.1331
Si, -0.0296, 0.0437, 0.0878
Si, 0.0716, -0.0026, 0.0258
Si, 0.0043, 0.0015, -0.1071
Si, -0.0183, 0.0257, 0.0853
Si, -0.1335, -0.0169, -0.1281
Si, 0.0341, 0.0149, 0.0395
Si, 0.0407, -0.0402, 0.086
Si, 0.1012, -0.021, -0.1385
Si, -0.0175, 0.0245, 0.1015
Si, 0.1067, 0.0758, 0.0733
Si, 0.0152, -0.1505, 0.1496
Si, 0.0383, -0.0704, -0.093
Si, 0.087, 0.0247, 0.0037
Si, 0.0733, -0.0343, -0.13
Si, -0.0611, -0.0183, 0.0899
Si, -0.0073, -0.0359, -0.1528
Si, 0.0095, 0.1296, -0.0662
Si, 0.0402, -0.0293, 0.0391
Si, 0.1345, 0.0425, -0.1329
Si, 0.038, 0.0525, -0.1533
Si, 0.0077, 0.0078, -0.0526
Si, -0.0875, -0.0275, 0.1173
Si, -0.0015, 0.0391, 0.11
Si, -0.0016, 0.0068, -0.1716
Si, -0.0477, -0.0161, 0.0743
Si, 0.0235, 0.0087, 0.1309
Si, 0.0127, 0.0097, -0.0416
Si, 0.0268, 0.0148, 0.0425
Si, -0.0128, -0.1255, -0.2041
Si, 0.0336, 0.0138, 0.0814
Si, -0.0227, 0.0016, 0.1157
Si, 0.0284, -0.0273, -0.0793
Si, -0.051, -0.024, 0.0504
Si, 0.0835, -0.008, 0.0526
Si, -0.03, -0.0084, 0.0057
Si, 0.0359, -0.029, 0.1515
O, 0.0669, -0.0091, 0.0616
O, -0.0191, 0.0369, -0.0075
O, 0.0206, 0.0066, 0.0306
O, 0.0121, 0.0188, -0.0122
O, -0.0271, -0.0201, 0.0316
O, 0.0132, 0.0272, 0.029
O, -0.0152, 0.0206, -0.1461
O, -0.0252, 0.0228, -0.0054
O, -0.0056, 0.0088, 0.0345
O, 0.0481, 0.0422, 0.0073
O, 0.0096, -0.01, -0.0056
O, 0.0653, 0.0059, -0.0207
O, 0.0104, 0.0464, -0.1083
O, -0.0124, -0.001, -0.0044
O, 0.0206, 0.0156, -0.0471
O, 0.0105, 0.0667, 0.0407
O, -0.0447, 0.0122, -0.1207
O, 0.0489, -0.0145, 0.0146
O, -0.0462, 0.0579, -0.0448
O, 0.0039, -0.0156, 0.0431
O, -0.0245, -0.0025, -0.017
O, 0.0058, -0.0318, 0.0379
O, 0.0285, -0.0511, 0.0122
O, -0.1083, -0.0958, 0.1566
O, 0.0025, -0.0352, 0.0646
O, -0.0499, 0.0004, 0.0314
O, -0.0076, -0.0025, 0.0263
O, -0.0906, 0.0066, -0.0959
O, -0.0135, -0.0044, 0.0029
O, -0.0418, -0.0118, 0.0067
O, -0.0333, -0.005, -0.0511
O, -0.0141, 0.0355, -0.0203
O, -0.0169, -0.0043, -0.0003
O, -0.0964, -0.0833, 0.014
O, -0.0177, -0.0032, 0.0174
O, 0.01, 0.024, -0.0026
O, 0.021, -0.0295, -0.1193
O, 0.0051, -0.028, 0.0012
O, 0.0009, 0.0213, -0.0405
O, -0.0305, -0.0434, -0.0411
O, -0.036, 0.0595, 0.0364
O, 0.0075, 0.0224, -0.0451
O, 0.0149, 0.0484, 0.0235
O, 0.0164, -0.0352, -0.0909
O, 0.0177, 0.0016, -0.0502
O, 0.0742, -0.0555, -0.0942
O, -0.0296, 0.0138, -0.0175
O, -0.0272, 0.0361, -0.0531
O, -0.0298, -0.0146, 0.1252
O, 0.0124, 0.0286, -0.0675
O, 0.0041, -0.0139, 0.0142
O, -0.0588, 0.0513, 0.0777
O, 0.0888, -0.0245, 0.103
O, 0.0389, 0.0129, -0.0193
O, 0.0389, 0.0829, 0.0282
O, -0.0457, 0.0572, 0.0146
O, 0.0792, 0.033, -0.011
O, -0.0041, -0.076, 0.0303
O, 0.0237, 0.05, 0.0605
O, 0.0448, 0.0267, 0.1058
O, -0.0484, 0.0504, 0.0118
O, -0.0836, 0.0032, -0.0554
O, -0.0987, 0.0068, -0.0935
O, -0.0161, -0.0171, -0.0797
O, 0.0178, 0.0078, -0.2152
O, -0.0645, -0.0511, 0.0318
O, -0.0041, 0.0402, 0.074
O, 0.0181, -0.0388, 0.0526

The program warned: the cutoff lies below the one the program advises for these potential files; the forces do not sum to zero within the program's tolerance; the exchange-correlation potential is rough where the density is thin.
